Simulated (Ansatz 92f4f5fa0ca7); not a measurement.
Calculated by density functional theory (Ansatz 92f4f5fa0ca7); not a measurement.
Periodic cell of 130 atoms, Si86O44, from a study of silicon, its oxide and their interface. The atomic structure is a simulated model.

Settings
functional: r2SCAN
potential files: Ansatz norm-conserving
basis: plane waves
wave-function cutoff: 1300 eV
density cutoff ratio: 4
exchange-correlation grid ratio: 1
k mesh: 2 x 2 x 1, shifted by 0.5 0.5 0.5 of a step
self-consistency stop: 5e-08 eV per atom in the density residual
occupations: Fermi-Dirac, 0.05 eV
spin: none
net charge: 0

Cell vectors (angstrom)
a	10.88	0	0
b	0	10.88	0
c	0	0	19.3259

Atoms and the computed forces on them: element, x, y, z (angstrom), force x, y, z (eV/angstrom)
Si	-0.9494	-1.4096	1.3955	0.7602	-0.0772	0.1428
Si	4.2973	3.4364	-0.5187	0.3718	1.1139	-1.9675
Si	-0.4665	5.4895	-0.3596	1.2313	-1.2746	-1.1553
Si	2.7321	8.7001	-0.4851	0.6778	-0.8805	-2.5013
Si	4.9545	1.0319	-0.5507	0.4624	-1.0522	0.5505
Si	6.4638	1.6519	1.0656	-0.1522	0.6296	-0.6096
Si	6.6183	5.5531	-0.8413	0.2927	-3.1003	-1.9224
Si	8.4683	9.1186	-0.384	1.6652	-0.7992	-0.2627
Si	1.8442	1.6846	1.7206	0.6885	-0.2517	-1.0557
Si	3.5395	3.5471	1.5556	-1.1507	-0.3972	0.8996
Si	1.226	6.525	0.9492	0.968	0.0831	0.3289
Si	4.2863	9.7504	0.9203	-0.8278	0.5718	0.0669
Si	7.8701	2.7805	-0.3509	0.6091	2.6085	0.7645
Si	9.4965	3.9027	1.1841	0.071	0.032	0.028
Si	6.8143	6.8094	0.9773	0.047	1.5863	1.8234
Si	11.3568	10.6667	-0.1273	-0.5983	0.6101	1.1676
Si	0.1287	2.7281	2.7704	-1.8989	0.1826	-0.3044
Si	2.9766	-0.1298	2.6918	-0.6325	-0.2056	-0.4066
Si	0.1711	7.8157	2.6408	-0.0857	0.8744	0.0013
Si	2.4796	5.3107	2.6499	0.1291	0.678	-1.684
Si	5.293	2.7659	2.7976	1.0129	-0.5906	-0.384
Si	8.4014	-0.2703	2.5773	-0.4134	0.9793	0.7086
Si	5.2795	8.0014	2.4064	1.0104	0.9152	-0.2634
Si	8.1706	5.5424	2.5483	0.3429	-0.9157	-0.894
Si	1.3043	4.1488	4.1347	-0.3905	-0.9415	1.4997
Si	4.1982	1.2258	4.0952	0.1582	0.1657	1.1241
Si	1.4902	9.3268	3.9615	-0.4349	0.9011	0.1963
Si	3.95	6.6507	3.8366	-0.1794	0.7059	0.6792
Si	6.6821	4.2841	3.9	0.5304	-0.5026	0.936
Si	9.3352	1.4012	3.9054	1.8144	0.1646	1.3032
Si	6.8493	9.3902	3.8688	-0.9714	-0.5749	-0.1172
Si	9.5914	6.5435	4.1003	0.1403	0.0996	-0.643
Si	0.0706	0.0757	5.3047	-0.6136	-0.9959	-0.9837
Si	2.8663	2.8064	5.3799	-0.7829	-0.8798	-0.1419
Si	-0.1519	5.1854	5.6803	0.8459	0.7716	-1.8204
Si	2.7058	7.9647	5.4283	-0.9473	-0.222	-1.1264
Si	5.4904	-0.1838	5.4651	0.5801	0.4132	-0.4129
Si	8.1401	2.9046	5.3843	-1.0676	-1.0895	-0.8842
Si	5.2838	5.4583	5.3881	-0.2381	-0.9177	-0.4535
Si	8.0909	7.8982	5.1948	-0.0206	0.927	0.7837
Si	1.4982	1.355	6.6661	0.3062	0.2452	-0.5907
Si	3.9772	4.1154	6.9547	2.4803	-1.416	-1.5252
Si	1.1551	6.71	6.7391	0.8813	0.2649	0.764
Si	3.9896	9.3281	6.6917	0.8365	0.7722	0.1329
Si	6.8679	1.3665	6.7647	0.0275	0.0441	0.037
Si	9.4199	3.9557	6.9904	-0.7124	0.4809	1.3911
Si	6.624	6.7148	6.7088	1.366	0.3429	0.6088
Si	9.4905	9.3799	6.4549	0.9429	-0.4808	-0.0835
Si	0.0857	2.5471	8.0805	0.8062	0.9849	0.0576
Si	2.8157	-0.0829	7.9884	-0.7994	0.8768	0.628
Si	-0.1443	8.0711	8.1584	-0.67	1.0328	-0.7708
Si	2.7283	5.5245	8.0347	-1.9964	0.8235	1.1868
Si	5.6207	2.7786	8.3267	-0.4751	-0.8652	-2.1499
Si	8.2785	-0.2423	7.899	-0.069	1.6826	0.1003
Si	5.328	8.1088	8.0876	-0.337	-0.6983	0.2703
Si	8.109	5.7102	8.4145	-0.3158	-0.793	-0.4008
Si	1.5499	3.9816	9.3808	-0.0279	-0.1536	-0.6876
Si	4.2797	1.259	9.4387	-1.0492	-0.9288	1.2841
Si	0.9663	9.8136	9.1926	0.9294	0.6754	-0.9361
Si	4.038	6.7397	9.5327	-0.3385	0.7971	1.013
Si	6.7581	4.1189	9.7102	0.339	0.5513	0.149
Si	10.2281	0.6985	9.1288	-1.3209	-1.6504	0.4569
Si	6.9473	9.2353	9.1727	1.1935	1.6406	1.284
Si	8.8087	7.8857	9.5514	0.2597	-1.8556	-0.632
Si	-0.8165	1.2979	11.3389	-0.4509	0.5049	1.1782
Si	3.279	3.0931	10.6793	0.6067	-0.0672	0.4109
Si	-4.3354	5.5685	12.4545	0.6854	1.7538	-0.0653
Si	2.3671	7.8634	11.0836	-1.8947	0.7995	-1.3078
Si	5.5642	0.0678	11.2843	-1.9326	-0.1167	1.627
Si	7.1681	2.7604	11.6261	0.7338	2.0582	0.4607
Si	4.9341	5.0458	10.8918	-0.7852	-0.477	-0.8654
Si	8.8275	6.1766	11.9298	0.5499	0.8189	-1.4757
Si	1.6884	2.944	12.4123	-0.0073	1.5144	-2.1118
Si	5.5851	8.6729	13.7572	0.7534	-2.0542	-2.218
Si	10.1677	11.1284	13.3824	1.8655	0.4969	0.2899
Si	3.2825	2.9476	16.7803	0.3411	-2.4314	-0.6746
Si	0.7029	5.245	11.0905	-3.0572	1.0258	-1.2055
Si	8.8439	0.1017	17.6877	-0.898	1.5436	-1.7761
Si	7.6046	10.5589	14.9021	1.5899	-0.2857	-0.0565
Si	1.104	4.6296	16.3216	-0.9689	1.4501	-0.5581
Si	1.0298	2.0284	15.2413	-0.7098	0.6775	-0.3211
Si	1.2761	8.8166	13.7463	-1.3498	0.4706	-2.2745
Si	10.3655	6.5714	14.6657	-0.251	0.5613	-0.1019
Si	8.8844	6.6815	17.4181	0.162	-1.4611	-3.1032
Si	5.1836	11.7221	16.3303	-0.5968	2.2407	-1.5132
Si	14.3522	9.1759	15.6804	0.4503	-0.1552	0.6409
O	1.2339	-1.5398	-0.6276	1.3055	0.0852	-0.0298
O	2.6876	4.3251	-3.0218	-0.4906	1.4089	-0.9772
O	2.5096	7.1364	-0.0075	-0.9517	0.3656	0.5126
O	1.2661	1.1802	0.2256	0.3435	-0.7594	0.1756
O	-8.6829	9.5032	-4.5215	-0.6521	0.043	1.5345
O	0.6639	4.7109	-1.4481	-1.1219	0.8129	0.4603
O	0.5263	20.9883	-6.2579	-0.3454	-0.5092	-0.3033
O	4.2068	10.5752	-3.5716	1.2526	1.5506	0.566
O	-1.2435	-4.8904	-6.0395	1.3248	1.0208	3.3141
O	7.3059	-2.745	0.0489	-1.6873	-0.3747	1.6548
O	7.5769	4.1956	-1.1818	0.0151	-0.4617	1.2828
O	7.7271	0.6546	1.3846	-0.388	-0.6709	0.0765
O	6.2021	7.1634	-6.2373	-0.8159	-0.0423	0.2923
O	7.2473	6.5008	-1.9854	0.0229	0.0172	0.2716
O	5.2008	4.8596	-1.0979	-2.3224	-1.863	0.8266
O	9.2073	8.1599	-1.5404	0.5743	2.6437	0.9042
O	-1.0321	5.2299	11.0649	1.6468	-0.4515	-1.1806
O	-4.0493	9.1644	14.6202	0.7569	0.736	0.7124
O	0.7082	1.9472	11.5042	-0.0472	1.7071	0.4257
O	6.7335	-0.7231	10.603	1.3762	-1.9287	-1.779
O	-0.0832	-2.7634	14.2992	0.7332	-1.5093	0.1216
O	-2.17	2.2613	11.5317	-0.2447	0.0283	0.2918
O	5.2262	9.9193	12.7145	0.2161	0.6847	-1.6493
O	-1.6968	6.5323	15.7554	0.2241	-0.3163	1.8398
O	2.3011	-2.9191	12.7056	-0.8717	0.7917	0.8657
O	6.0202	1.5971	11.6726	1.0394	0.0119	1.2733
O	6.9618	3.9672	12.8803	-0.2461	-0.8676	-0.7582
O	0.8624	6.0057	15.4106	-0.882	-1.0294	-0.0703
O	9.0568	7.7117	11.1468	-0.4587	-1.3397	1.3172
O	2.0627	1.7526	16.4506	0.9463	0.7274	0.5694
O	1.2049	4.6478	12.4982	0.5717	-2.2504	0.291
O	15.3993	24.1645	15.8137	0.4415	-1.8363	1.8367
O	1.6903	9.3583	10.5739	1.0318	-1.6329	1.0307
O	12.0179	6.7988	10.7147	0.1878	-0.6656	0.8061
O	0.2989	3.4395	15.5815	-0.3551	0.2924	0.6047
O	1.7994	2.4255	13.8764	1.2354	-0.5436	0.497
O	-4.3358	11.6842	15.3963	-0.158	-0.1423	0.1222
O	10.424	0.2377	17.9864	-0.589	0.2559	-0.8519
O	8.2353	-9.2038	17.8819	0.9672	-2.365	-0.9695
O	8.6749	-0.4782	16.1321	-0.5743	0.8521	0.7607
O	4.3181	8.2673	14.6509	0.7783	-0.618	0.4419
O	8.5819	10.8651	13.5465	-1.8347	-0.6877	2.3903
O	-0.0962	1.0065	14.7965	-1.3036	-1.2133	-0.9728
O	3.3033	-2.2193	17.1879	-0.7546	-0.5372	1.8855

Results
free energy: -30545.159 eV
free energy less fixed offsets of O -463.61, Si -117.95 eV per atom: -2.619 eV
pressure: -1.21 GPa
stress xx, yy, zz, yz, xz, xy (GPa, positive in tension): -0.19, 2.24, 1.59, -0.29, -0.4, -0.22

The program warned: the forces do not sum to zero within the program's tolerance.
